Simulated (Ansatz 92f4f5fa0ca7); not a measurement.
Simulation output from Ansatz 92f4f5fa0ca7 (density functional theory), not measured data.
Periodic cell of 225 atoms, Si132O91As2, from a study of silicon, its oxide and their interface. The atomic structure is a simulated model.
Doubt: the cutoff is far below the 930 eV that the study's wrapper takes by default for these files, so forces and energies are approximate.
This geometry differs little from another in the collection (a relaxation step or a small displacement).

Settings: functional PBE; potential files Ansatz PAW; basis plane waves; wave-function cutoff 580 eV; density cutoff ratio 5; exchange-correlation grid ratio 1; k mesh 1 x 1 x 1, Gamma-centred; self-consistency stop 5e-08 eV per atom in the density residual; occupations fixed; spin none; net charge 0.

Cell vectors (angstrom)
a 10.938 0 0
b 0 10.938 0
c 0 0 31.9494

Atoms and the computed forces on them: element, x, y, z (angstrom), force x, y, z (eV/angstrom)
As 10.5877 0.0133 24.1312 0.0578 -0.0754 0.0041
Si 5.1017 0.1795 24.6635 -0.0505 -0.0152 -0.0215
Si 2.7969 2.2836 24.5333 -0.0152 -0.009 0.026
As 8.5425 2.465 24.4797 -0.0065 0.051 -0.0265
Si 10.6805 5.5873 24.3404 -0.0159 -0.0123 -0.0455
Si 5.1489 5.6024 24.4303 0.0135 -0.0102 0.0243
Si 2.9988 7.9847 24.394 0.0017 0.0318 0.0216
Si 8.4516 7.8715 24.4171 -0.002 -0.0005 -0.0261
Si 1.2774 1.0708 25.8218 -0.0036 0.0139 0.0062
Si 6.7735 1.4198 25.8079 0.0129 0.0076 0.0392
Si 3.9643 4.0153 25.7371 -0.0071 -0.0019 -0.0022
Si 9.6556 4.0374 25.8829 -0.0137 0.0134 0.0609
Si 1.3197 6.8254 25.6494 0.0208 0.0074 0.0066
Si 6.8265 6.72 25.7207 -0.01 0.0001 0.0038
Si 4.0172 9.5027 25.9395 0.0166 -0.0153 -0.0055
Si 9.5244 9.5155 25.7777 0.0115 0.0138 -0.0106
Si 2.6495 -0.1256 27.2966 -0.0206 0.015 -0.0065
Si 8.1524 -0.0208 27.1254 0.0106 0.0098 0.0015
Si 0.0647 2.6277 27.182 0.0022 0.003 -0.0185
Si 5.4003 2.7614 27.1697 0.0099 0.0058 0.0016
Si 2.6533 5.4465 27.0912 0.0056 -0.0062 0.0054
Si 8.1783 5.3973 27.1586 0.0263 -0.0375 -0.0338
Si 0.0026 8.1778 27.1231 -0.0063 0.0227 0.0011
Si 5.513 8.1393 27.1457 -0.012 -0.0085 -0.0086
Si 4.0701 1.3383 28.5315 -0.0166 -0.02 -0.0315
Si 9.5414 1.3345 28.5151 -0.01 0.0058 0.0102
Si 1.3762 4.0692 28.5308 0.0036 0.0036 0.0112
Si 6.8009 4.0835 28.5497 0.0014 -0.0034 0.0099
Si 4.0817 6.7921 28.48 0.0065 -0.0006 -0.0062
Si 9.554 6.8051 28.4876 0.0116 0.0002 -0.0096
Si 1.3006 9.4817 28.622 -0.0036 -0.0062 0.0233
Si 6.8274 9.5416 28.5264 -0.0068 -0.0023 0.0085
Si -0.0272 -0.0042 29.9167 0.0017 -0.0116 -0.0147
Si 5.4683 -0.0066 29.8906 -0.0017 -0.0051 0.0009
Si 2.7444 2.7262 29.9069 0.0027 0.0236 -0.0016
Si 8.1949 2.7266 29.8937 -0.0014 -0.0073 -0.0117
Si -0.0068 5.4572 29.8801 0.0039 -0.0011 0.0006
Si 5.4525 5.4714 29.8966 -0.0084 -0.0063 -0.0048
Si 2.7525 8.1629 29.9076 -0.0061 0.0021 -0.0066
Si 8.2194 8.1922 29.8851 -0.0077 0.0118 0.0027
Si 1.3673 1.3673 31.2657 0.0123 0.039 -0.029
Si 6.8362 1.3673 31.2657 0.0567 -0.0269 -0.027
Si 4.1018 4.1018 31.2657 0.0169 -0.033 0.0631
Si 9.5708 4.1018 31.2657 -0.0782 -0.0734 -0.0947
Si 1.3673 6.8362 31.2657 0.0479 -0.2211 -0.0137
Si 6.8362 6.8362 31.2657 0.0253 0.0726 -0.1241
Si 4.1018 9.5708 31.2657 0.0263 -0.0768 -0.0615
Si 9.5708 9.5708 31.2657 -0.1679 -0.1154 0.1303
Si 2.7345 0 0.6835 0.0107 0.0654 -0.0019
Si 8.2035 0 0.6835 -0.0316 0.0461 -0.0982
Si 0 2.7345 0.6835 0.0433 0.0749 0.033
Si 5.469 2.7345 0.6835 -0.0336 0.0714 0.0735
Si 2.7345 5.469 0.6835 -0.0777 -0.0288 -0.0454
Si 8.2035 5.469 0.6835 0.0085 0.1066 -0.0378
Si 0 8.2035 0.6835 0.0004 0.0708 0.0985
Si 5.469 8.2035 0.6835 0.0471 0.1262 0.0762
Si 4.0962 1.3781 2.0615 0.0019 0.0009 0.0021
Si 9.5915 1.3525 2.0428 -0.0064 0.0036 -0.0003
Si 1.3511 4.1364 2.0543 0.0068 -0.0019 0.0001
Si 6.8248 4.1344 2.0433 0.0041 0 0.0042
Si 4.0885 6.8476 2.0426 -0.002 -0.0056 0.0011
Si 9.5729 6.839 2.0625 -0.0015 0.0035 0.0022
Si 1.3602 9.6002 2.0541 0.0059 -0.0007 0.0028
Si 6.8258 9.6112 2.0465 0.0117 0.0045 0.0014
Si 0.028 0.0345 3.4687 0.0027 -0.0005 0.0063
Si 5.4823 0.0389 3.4488 -0.0021 -0.0031 0.0019
Si 2.7143 2.769 3.3991 -0.0044 0.003 -0.0023
Si 8.2502 2.7793 3.3408 0.0058 0.0014 -0.0149
Si 0.0257 5.5158 3.4709 0.0013 -0.0002 0.0072
Si 5.4714 5.5243 3.424 -0.0025 0.0045 -0.0007
Si 2.7352 8.2389 3.3954 -0.0013 0.0033 -0.0024
Si 8.2401 8.2844 3.3825 0.0006 0.0041 -0.0048
Si 1.3775 1.4519 4.8408 -0.0023 -0.0023 0.0002
Si 6.9075 1.4738 4.7244 0.0007 -0.0025 0.0011
Si 4.0586 4.1511 4.7507 -0.0011 0.0014 -0.0004
Si 9.597 4.0793 4.7751 0.0055 0.0009 0.0018
Si 1.3659 6.9715 4.8379 0.0035 -0.003 0.0009
Si 6.8394 6.9861 4.7251 -0.0012 0.0019 0.0008
Si 4.094 9.5718 4.7842 0.0029 -0.0019 0.001
Si 9.6214 9.5747 4.8348 0.0009 0.0045 -0.0007
Si 2.7574 0.0299 6.1325 -0.001 0.0032 -0.0066
Si 8.2943 0.1168 6.0829 0.003 -0.0042 0.0008
Si 0.0147 2.7947 6.2976 -0.0006 -0.0022 -0.0021
Si 5.5088 2.8347 6.0622 0.0001 0.0001 0.0004
Si 2.7532 5.5884 6.1306 -0.0023 0.003 -0.004
Si 8.2523 5.595 5.9515 0.0014 -0.0034 -0.001
Si 0.0482 8.3029 6.3658 -0.0023 -0.0032 -0.0041
Si 5.498 8.2985 6.2156 -0.0009 0.0006 -0.002
Si 4.4235 1.1758 7.3175 -0.0009 -0.0002 0.011
Si 9.8121 1.1432 7.6117 -0.0018 0.0023 -0.0016
Si 1.1777 4.4985 7.4937 0.0009 -0.0039 0.0035
Si 6.6377 4.5385 7.2358 0.0013 -0.0015 0.011
Si 4.3233 6.7005 7.5315 -0.0004 0.0036 0.0042
Si 9.7309 6.6083 7.4918 -0.0007 0.0005 0.0063
Si 1.2816 9.9358 7.6965 0.0007 0.0022 0.012
Si 6.7211 9.962 7.4018 0.0022 -0.0024 0.0022
O 4.1119 6.8197 24.0485 -0.0152 -0.0074 -0.0176
O 4.0104 1.2633 24.0244 0.0236 0.0022 -0.0099
O 9.5421 6.7214 23.9023 0.0065 -0.0043 0.0199
O -0.0248 5.5409 8.0069 0.0008 0.0026 -0.0038
O 5.5733 0.1238 7.903 -0.0014 -0.0004 -0.0056
O 0.074 0.0861 8.1393 0.0012 -0.0027 -0.0037
O 5.5344 5.6097 7.8736 -0.0001 -0.0028 -0.0069
O 7.5939 3.9452 8.4205 -0.0017 0.0016 -0.006
O 8.7316 7.042 8.7539 0.0008 -0.0006 -0.0032
O 2.1802 9.4508 9.0357 -0.002 0.0003 -0.007
O 8.892 1.6652 8.9126 0.0006 -0.0008 -0.0022
O 7.6208 9.4679 8.698 0 -0.0001 -0.0035
O 3.603 1.8107 8.5879 0.0014 -0.0014 -0.0061
O 3.5831 7.2164 8.9374 0.0003 -0.0018 -0.0037
O 2.0657 4.0034 8.804 -0.0002 0 -0.0041
O 7.9529 4.0197 23.6403 0.0231 -0.0807 0.0404
O 0.3994 4.9059 22.9591 -0.0028 0.0156 0.0168
O 1.8962 2.7459 23.2361 -0.0184 0.0136 -0.0191
O 5.6095 4.9875 22.9637 0.013 -0.0138 -0.002
O 5.5925 10.0793 23.4924 0.0188 -0.0077 -0.0013
O 2.6519 8.6148 22.9035 0.0103 -0.0057 -0.0005
O 0.213 9.4443 23.147 -0.0065 0.055 0.0026
O 7.8094 8.5941 23.0714 -0.0019 -0.0027 0.0119
Si 8.6792 7.6867 18.421 0.0051 0.0023 0.0061
Si 8.795 6.3564 13.6163 0.0007 -0.0004 0.006
Si 3.8092 1.5114 14.714 -0.0003 -0.0012 0.0058
Si 2.1579 5.6846 17.5757 -0.001 -0.0019 0.0065
Si 2.3696 3.1112 19.4889 -0.0001 -0.0015 0.0056
Si 9.8257 9.0287 12.0721 0.0005 -0.0005 0.0055
Si 1.3922 9.1974 22.0399 -0.0576 0.0351 0.0182
Si 9.1901 0.9653 13.1905 0.0015 -0.0006 0.0061
Si 1.4167 5.0352 13.0041 0.001 -0.0011 0.0055
Si 1.8013 8.2345 12.8163 0.0016 -0.0001 0.0057
Si 6.7034 9.5981 22.4206 0.0024 0.0077 0.0071
Si 4.5632 4.5586 15.6858 0.001 -0.0009 0.0065
Si 8.2074 3.0061 9.5717 0.0005 -0.0012 0.0079
Si 0.886 8.1706 19.2021 -0.0006 0.0044 0.0087
Si 6.9922 1.3902 21.1359 0.0141 -0.0048 -0.0117
Si 8.2321 8.3087 9.6658 0.0004 -0.0009 0.0071
Si 10.8824 5.1751 15.5743 0.0002 -0.0005 0.0067
Si 7.5832 9.4998 16.3108 0.0024 -0.0015 0.0072
Si 9.9284 2.0467 20.2834 0.0061 -0.0029 0.0034
Si 3.2185 8.5026 9.912 0.0007 -0.001 0.0084
Si 6.7057 3.3346 17.4357 -0.0003 -0.0039 0.0015
Si 1.1237 0.1483 19.8351 0.0002 -0.0099 0.0087
Si 3.2395 2.7999 12.2901 0.0002 -0.0008 0.0054
Si 7.2086 5.4168 19.6817 -0.0027 0.0001 -0.0056
Si 5.7558 8.6551 11.5361 0.0007 0.0002 0.0052
Si 5.7989 6.058 13.1842 0.0005 -0.0011 0.0059
Si 4.654 9.7201 17.6277 -0.0018 0.0002 0.0076
Si 0.9788 3.5778 22.1809 0.0074 -0.0171 0.0001
Si 4.8878 1.4964 18.8553 -0.0009 -0.0011 0.0059
Si 3.1947 3.0735 9.5093 -0.0001 -0.0004 0.0081
Si 6.4719 10.8043 13.7779 0.0012 -0.0007 0.0048
Si 10.3649 0.1154 15.9676 0.002 -0.0008 0.0061
Si 5.6656 3.6447 11.1428 0.0009 -0.0001 0.0057
Si 9.8512 3.8963 11.8839 0.0005 -0.0006 0.0062
Si 2.3552 9.9102 15.5454 -0.0005 -0.0003 0.0066
Si 6.1095 8.1534 19.8011 0.0008 0.0033 0.0044
Si 6.8786 4.1136 22.4237 -0.0113 -0.0055 -0.0222
Si 9.7766 2.77 17.3762 0.0011 -0.0021 0.0053
O 7.2059 6.3689 13.9582 0.0001 -0.0008 -0.0023
O 1.9317 7.0152 18.5855 0.0037 -0.0047 -0.0043
O 10.269 4.0268 16.5086 -0.0014 -0.0007 -0.0031
O 6.1832 9.9732 17.0448 0.0005 -0.0009 -0.002
O 10.162 0.7069 14.4657 0.0001 -0.0005 -0.0035
O 8.4429 6.1098 18.8414 -0.0013 -0.0019 0.0013
O 5.1837 0.6577 14.4159 0.0011 -0.0004 -0.0022
O 5.7301 2.0455 17.5807 0.0014 -0.0013 0.0032
O 8.3312 1.9798 20.4639 -0.0188 -0.0061 0.0074
O 1.9711 4.2438 18.363 0.0015 0.0017 -0.0022
O 6.965 2.7849 10.6303 0.0011 -0.0004 -0.0024
O 4.8755 2.6999 12.2119 0.0004 -0.0005 -0.0026
O 6.0639 4.3444 16.3242 0.0001 0.0004 -0.0024
O 4.5638 3.9078 9.9299 0.0007 -0.0002 -0.0033
O 10.6414 2.7198 21.5982 0.0015 0.0013 -0.005
O 9.7268 6.1551 14.9544 0.0004 -0.0009 -0.0029
O 6.0156 6.5215 19.8466 0.0005 -0.0017 -0.0004
O 4.1052 0.1717 18.3133 0.0046 -0.0021 -0.0011
O 9.2817 10.555 12.2668 0.0005 -0.0011 -0.0024
O 2.8534 4.3391 12.7081 0.0002 -0.0008 -0.0023
O 1.7901 10.611 21.2681 -0.001 -0.0089 -0.0007
O 3.9573 2.73 19.3999 0.0049 -0.0038 -0.0046
O 0.7415 10.0352 15.9607 0.001 -0.0005 -0.0027
O 1.2701 9.7623 18.8452 -0.0029 0.0052 0.0102
O 1.7086 1.6016 19.3305 -0.0024 -0.0021 0.0016
O 8.9545 10.3902 16.4931 -0.0006 -0.0008 -0.0026
O 4.9037 8.6009 18.7931 0.003 -0.0006 -0.0021
O 9.5776 8.7519 10.4804 0.0006 -0.0001 -0.003
O 6.7157 4.1137 18.8618 0.0018 0.0024 0.0026
O 2.8523 1.6922 13.3902 0.0005 -0.0004 -0.0036
O 5.8728 8.8289 21.2554 0.0023 -0.0005 -0.0024
O 2.5432 2.4382 10.8679 0.0008 -0.0003 -0.0026
O 7.6004 4.8832 21.1726 0.0001 -0.0031 0.0021
O 5.2161 7.4652 12.5473 0.0006 -0.0002 -0.0025
O 0.4427 9.0532 12.4965 0.0001 -0.0008 -0.0027
O 7.5963 1.0491 13.568 0.0005 -0.0008 -0.0024
O 7.1287 9.6239 14.737 -0.0003 0 -0.0028
O 8.9944 5.0339 12.6757 0.0011 -0.0009 -0.0025
O 8.1027 8.0343 16.8983 -0.001 -0.0001 -0.0025
O 6.3742 2.5875 22.0676 0.0189 0.0115 0.0089
O 2.4651 9.0428 14.1153 0.001 -0.0012 -0.0032
O 0.4346 4.4889 11.8193 0.0006 -0.0004 -0.0027
O 0.9436 8.1197 20.8572 0.0102 -0.0079 -0.0158
O 9.3848 3.8212 10.3328 0.0009 -0.0003 -0.0034
O 9.6684 2.387 12.5236 0.0009 -0.0004 -0.0028
O 7.6604 8.568 19.381 -0.0005 -0.0016 0
O 2.5596 8.1525 11.3673 0.0006 -0.0004 -0.0026
O 4.0069 3.024 15.3542 0.0004 0 -0.0036
O 0.7918 4.443 14.3898 0.0011 -0.001 -0.0032
O 10.122 3.0003 18.9606 0.0004 -0.0007 -0.0018
O 9.1483 7.806 12.9373 0.0012 -0.0002 -0.0026
O 10.4701 0.5106 20.065 0.0007 0.0055 -0.0012
O 6.043 5.0324 11.9149 0.0009 -0.0004 -0.0024
O 8.1682 2.7199 17.0778 0.0004 -0.0001 -0.0025
O 3.567 5.4196 16.7091 0.0012 -0.0007 -0.0024
O 4.6699 9.1229 10.3846 0.0006 -0.0009 -0.0027
O 1.5344 6.6544 13.1804 0.0003 -0.0004 -0.0026
O 4.7852 5.4589 14.328 0.0011 0.0002 -0.0033
O 1.9603 3.8451 20.8966 -0.0005 -0.0001 -0.0018
O 10.5703 1.406 16.9491 0.0003 -0.0003 -0.0032
O 0.9815 6.0182 16.4918 0.0003 -0.0013 -0.0027
O 7.4358 10.9709 21.9193 -0.0045 -0.0023 0.002
O 5.875 0.9829 20.0392 0.0055 0.0084 0.007
O 6.0918 10.0121 12.3933 0.0008 -0.0006 -0.0024
O 2.8583 0.5323 15.5924 0.0013 -0.0004 -0.0034
O 7.0572 7.9971 10.7668 0.0004 -0.0003 -0.0029
O 10.2769 7.9642 18.6461 -0.0028 -0.0022 -0.0032
O 3.4635 9.2052 16.5858 -0.0003 0.0002 -0.0039

Results
free energy: -145378.700 eV
free energy less fixed offsets of As -4856.12, O -568.88, Si -635.61 eV per atom: 2.140 eV

The program warned: the cutoff lies below the one the program advises for these potential files; the exchange-correlation potential is rough where the density is thin.
